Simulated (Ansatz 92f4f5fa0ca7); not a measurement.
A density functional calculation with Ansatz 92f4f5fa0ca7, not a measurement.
Periodic cell of 192 atoms, Si128O64, from a study of silicon, its oxide and their interface. The atomic structure is a simulated model.

Settings
functional: r2SCAN
potential files: Ansatz PAW
basis: plane waves
wave-function cutoff: 800 eV
density cutoff ratio: 5
exchange-correlation grid ratio: 1
k mesh: 1 x 1 x 1, shifted by 0.5 0.5 0 of a step
self-consistency stop: 1e-10 eV per atom in the density residual
occupations: fixed
spin: none
net charge: 0

Cell vectors (angstrom)
a, 10.888, 0, 0
b, 0, 10.888, 0
c, 0, 0, 28.5667

Atoms: element, x, y, z (angstrom)
Si, 0.2222, -0.0582, -0.0856
Si, 2.7474, 2.6957, 0.45
Si, 0.667, 5.0057, -0.065
Si, 2.367, 8.4691, -0.0708
Si, 4.9038, 0.5155, 0.1087
Si, 7.8358, 2.8336, 0.1622
Si, 5.6187, 4.9815, 0.216
Si, 8.5963, 8.3603, -0.5388
Si, 1.3004, 1.2845, 1.5125
Si, 4.1255, 4.0243, 1.6948
Si, 1.4167, 6.7824, 1.325
Si, 3.953, 9.5961, 1.2996
Si, 6.6185, 1.4031, 1.5042
Si, 9.608, 4.0734, 1.1625
Si, 6.7695, 6.6223, 1.3828
Si, 9.588, 9.5765, 1.2099
Si, -0.0794, 2.7268, 2.711
Si, 2.677, -0.0574, 2.8359
Si, -0.036, 8.124, 2.6418
Si, 2.758, 5.5338, 2.8122
Si, 5.4344, 2.6798, 3.0224
Si, 8.1216, -0.0327, 2.6189
Si, 5.4143, 8.1757, 2.5991
Si, 8.2578, 5.3847, 2.7039
Si, 1.3372, 4.0963, 4.0596
Si, 4.0229, 1.2999, 4.2252
Si, 1.3057, 9.4505, 4.0975
Si, 4.1296, 6.8684, 4.1153
Si, 6.8835, 4.0886, 4.1608
Si, 9.4647, 1.3369, 4.0459
Si, 6.7859, 9.4985, 4.0114
Si, 9.5284, 6.7975, 4.0693
Si, -0.037, -0.0158, 5.413
Si, 2.6732, 2.7384, 5.4753
Si, 0.001, 5.4469, 5.444
Si, 2.7185, 8.1669, 5.4725
Si, 5.4561, -0.0527, 5.4671
Si, 8.1838, 2.6891, 5.4914
Si, 5.4839, 5.4765, 5.455
Si, 8.1483, 8.1586, 5.4101
Si, 1.3197, 1.351, 6.7987
Si, 4.0907, 4.0984, 6.791
Si, 1.368, 6.7919, 6.8099
Si, 4.0766, 9.5203, 6.8322
Si, 6.799, 1.3373, 6.8178
Si, 9.5425, 4.0775, 6.8171
Si, 6.8202, 6.8239, 6.8212
Si, 9.506, 9.5228, 6.7899
Si, -0.0009, 2.7146, 8.1746
Si, 2.7099, 0.0154, 8.162
Si, -0.0001, 8.1632, 8.1512
Si, 2.7375, 5.4549, 8.1618
Si, 5.4419, 2.7198, 8.1531
Si, 8.1703, 0.0001, 8.172
Si, 5.4541, 8.1766, 8.1734
Si, 8.1712, 5.4447, 8.1665
Si, 1.373, 4.0853, 9.4978
Si, 4.0742, 1.3768, 9.5188
Si, 1.3608, 9.5262, 9.5188
Si, 4.1019, 6.818, 9.5143
Si, 6.81, 4.0741, 9.5182
Si, 9.5231, 1.3677, 9.5351
Si, 6.8073, 9.545, 9.5275
Si, 9.528, 6.8106, 9.5227
Si, -0.0102, -0.0081, 10.8809
Si, 2.7299, 2.7574, 10.8683
Si, 0.0032, 5.4263, 10.8566
Si, 2.763, 8.1895, 10.8753
Si, 5.4561, 0.0309, 10.8785
Si, 8.1834, 2.7419, 10.9046
Si, 5.4451, 5.4439, 10.8595
Si, 8.1651, 8.1845, 10.8797
Si, 1.3615, 1.3879, 12.1832
Si, 4.0776, 4.1239, 12.2386
Si, 1.3884, 6.7873, 12.1586
Si, 4.1381, 9.5474, 12.257
Si, 6.7988, 1.3999, 12.2487
Si, 9.5547, 4.0941, 12.2831
Si, 6.8149, 6.79, 12.2041
Si, 9.5003, 9.5451, 12.2703
Si, 0.0111, 2.6612, 13.6193
Si, 2.7537, 0.0872, 13.528
Si, 0.0517, 8.1298, 13.5008
Si, 2.6856, 5.4622, 13.5937
Si, 5.4703, 2.8103, 13.5883
Si, 8.1099, 0.0342, 13.6494
Si, 5.489, 8.1214, 13.5963
Si, 8.2012, 5.5199, 13.6081
Si, 1.322, 4.071, 14.9607
Si, 4.0257, 1.5107, 14.9097
Si, 1.3523, 9.5953, 14.7652
Si, 4.0195, 6.8593, 14.9452
Si, 6.8622, 4.1669, 14.9766
Si, 9.5134, 1.343, 15.0425
Si, 6.9234, 9.3802, 15.0068
Si, 9.6102, 6.8606, 14.9777
Si, -0.3133, -0.4496, 16.166
Si, 2.9757, 3.0628, 16.2871
Si, -0.2574, 5.1798, 16.246
Si, 2.7774, 8.453, 16.1813
Si, 5.3811, -0.6932, 16.5412
Si, 8.3873, 2.9783, 16.3245
Si, 5.2519, 5.3409, 16.2307
Si, 8.8396, 8.6881, 16.2413
Si, 6.3154, 0.0289, 23.9086
Si, -1.1399, 1.2852, 26.8386
Si, 22.0023, 32.3639, 19.2127
Si, -26.4721, -1.3684, 26.5952
Si, -4.0198, -8.5732, 19.0429
Si, 8.7191, 19.8425, 19.349
Si, -11.2274, 13.4529, 22.5986
Si, -3.3005, 28.3785, 22.7134
Si, -37.2599, 43.1075, 19.5433
Si, -4.2517, 13.8728, 24.1086
Si, -13.7777, 36.4021, 21.4559
Si, -12.2401, 14.6053, 25.1651
Si, -1.5349, 10.8663, 23.9911
Si, 12.4551, 6.6631, 18.2671
Si, -17.3462, 16.6585, 18.9452
Si, -39.707, 13.7423, 19.1002
Si, -0.5352, 28.2468, 26.1121
Si, -16.8396, 18.1202, 21.6545
Si, -33.1929, 7.9583, 23.4861
Si, -10.6019, 29.72, 20.5918
Si, -6.7213, 10.1483, 21.6923
Si, 5.2539, 27.4153, 24.1017
Si, -17.4064, 17.8673, 26.7182
Si, 12.8895, 1.3413, 21.0798
O, -16.2882, 8.1166, -1.6205
O, -14.4363, 25.3175, -8.5692
O, -5.8907, -10.1105, -12.5529
O, -4.8133, 9.7691, -3.5466
O, 8.8832, 18.3015, -5.4029
O, -3.1766, 9.3914, -1.43
O, 1.7674, 36.4597, -0.3323
O, -1.3833, 24.8862, -7.0904
O, 4.1905, 4.3406, -8.9348
O, -34.2097, 0.3644, -2.9959
O, -13.9283, 32.4851, -5.1461
O, -14.734, 13.8835, -6.025
O, 2.9762, 29.46, -1.3865
O, 11.3369, 5.7238, -10.9567
O, 0.0674, 18.0692, -3.7792
O, 8.0048, 14.1357, -3.6246
O, -6.3217, 16.8876, 22.6675
O, 4.3624, -4.4691, 25.2089
O, -9.5965, -1.2609, 27.9728
O, -23.1515, 10.3814, 19.3852
O, -6.8874, 31.1349, 16.8055
O, 11.4608, -5.1365, 27.0485
O, -12.3789, 5.2455, 25.6671
O, -2.2974, 30.1457, 17.8479
O, -9.9941, 9.3181, 19.9825
O, -0.8225, 1.131, 23.1457
O, 7.7441, 2.3519, 17.691
O, 8.0367, -16.4648, 21.8439
O, 0.8732, 22.7299, 19.9815
O, 6.7312, 25.7042, 28.1332
O, -16.4791, 13.1925, 18.6522
O, 11.3371, 10.7354, 17.6212
O, -17.5895, 15.0242, 16.4579
O, -6.8554, -13.2276, 21.9732
O, -17.0517, 6.8362, 20.1112
O, -5.4, 10.7874, 27.2956
O, -12.1804, 18.4734, 27.0112
O, -27.4377, 32.5222, 22.7535
O, 2.7371, 21.823, 21.7836
O, -14.7225, 11.8326, 19.8917
O, 6.1211, 12.4016, 24.526
O, 5.5823, -15.952, 17.7904
O, 1.1887, 13.2225, 22.098
O, 7.6543, 7.2538, 28.721
O, -4.3654, 29.2906, 21.9027
O, -31.5347, 17.6977, 19.8221
O, 10.2665, 13.6273, 26.2662
O, -0.6697, 20.4129, 23.8278
O, -15.651, 10.3566, 17.955
O, -21.3391, 29.5495, 22.1974
O, -23.0842, -13.8751, 20.2411
O, -29.8913, 2.6609, 17.882
O, -22.217, 68.9657, 23.8251
O, 12.621, 29.8009, 17.397
O, -1.3813, 14.989, 16.7647
O, -2.4938, 34.3784, 27.6569
O, 3.0375, 6.0485, 18.1913
O, -3.6224, 20.1168, 19.9831
O, -14.9812, 6.171, 24.0731
O, 4.7256, 5.6893, 27.6218
O, 4.8376, 10.3332, 20.2317
O, -18.5551, 13.0065, 20.3864
O, -28.8617, 12.5617, 28.2169
O, -27.2378, 4.0453, 24.3923

Results
free energy: -118374.261 eV
free energy less fixed offsets of O -570.45, Si -639.56 eV per atom: -1.781 eV

Forces (eV/angstrom), in the order of the atoms: element, x, y, z
Si, 0.0061, -0.0039, 0.0324
Si, 0.0014, -0.0026, 0.0447
Si, 0.0046, -0.0243, 0.1202
Si, -0.0126, 0.0207, 0.1002
Si, -0.0207, 0.0202, 0.1048
Si, -0.0082, 0.022, 0.0901
Si, 0.0157, -0.0174, 0.1024
Si, -0.0058, -0.0024, 0.1649
Si, 0.0007, 0.0099, -0.0072
Si, -0.0014, -0.0016, -0.0056
Si, -0.0015, 0.0008, -0.0045
Si, 0.002, -0.0002, -0.0058
Si, 0.0012, 0.0005, -0.0051
Si, -0.0017, -0.0007, -0.0066
Si, -0.0191, -0.0166, 0.0371
Si, -0.0034, 0.002, -0.0097
Si, 0.0017, -0.0002, 0.0005
Si, -0.0046, -0.0045, -0.0004
Si, 0.0057, -0.0028, 0.0007
Si, 0.0028, -0.0018, 0.0023
Si, 0, 0.0007, 0.0001
Si, -0.0058, 0.0006, 0.0028
Si, 0.0041, -0.0039, 0.0001
Si, -0.0059, 0.0018, -0.0022
Si, -0.0004, 0.0009, -0.0001
Si, 0.0007, 0.001, 0.0002
Si, 0.0012, 0.0002, -0.0001
Si, -0.0014, 0.0004, 0.0005
Si, 0.0025, -0.002, 0.001
Si, 0.0008, 0.0004, 0.0004
Si, 0.0004, -0.0017, 0.0009
Si, -0.0023, -0.0005, 0.001
Si, 0.0009, -0.0005, -0.0002
Si, 0, -0.0009, 0.0004
Si, 0.0009, -0.0008, -0.0001
Si, 0.0004, -0.0011, 0.0002
Si, 0.0001, -0.001, 0.0001
Si, -0.0014, 0.0002, 0.0003
Si, 0.0005, 0.0005, 0.0004
Si, -0.0006, 0.0005, -0.0006
Si, 0.0004, -0.0005, -0.0007
Si, 0.0006, 0.0001, -0.0007
Si, -0.0004, 0, -0.0003
Si, 0.0001, 0, -0.0003
Si, 0.0003, -0.0003, 0
Si, 0, 0.0003, -0.0003
Si, 0, -0.0005, 0
Si, 0.0005, -0.0001, -0.0003
Si, 0.0004, -0.0004, -0.0006
Si, -0.0003, 0, -0.0004
Si, 0.0004, -0.0006, -0.0007
Si, 0.0001, -0.0002, -0.0002
Si, 0.0001, -0.0002, 0.0001
Si, -0.0005, -0.0001, -0.0008
Si, 0.0003, -0.0001, -0.0005
Si, 0.0002, -0.0002, -0.0006
Si, -0.0007, 0.0003, -0.0004
Si, 0.0005, -0.0008, -0.0003
Si, 0.0002, 0.0003, -0.0007
Si, 0.0002, -0.0004, -0.0001
Si, 0.0001, -0.0005, -0.0004
Si, 0.0008, 0.0001, -0.0002
Si, 0.0003, -0.0008, -0.0004
Si, -0.0007, -0.0001, -0.0008
Si, -0.0007, -0.0006, -0.0002
Si, -0.0002, 0, -0.0002
Si, 0.0008, -0.0007, -0.0008
Si, -0.0001, -0.0005, -0.0001
Si, -0.0002, 0, 0.0001
Si, -0.0003, -0.0003, 0.0003
Si, 0.0001, 0.0002, -0.0005
Si, 0.0001, 0.0004, 0
Si, 0.001, 0.001, -0.0004
Si, -0.0017, 0.0002, 0.0004
Si, 0.0002, -0.0006, -0.0003
Si, 0.0008, -0.0013, -0.0001
Si, 0.0006, -0.0013, 0.0007
Si, 0, -0.0008, -0.0007
Si, 0.0003, 0.0007, -0.0003
Si, -0.0003, 0.0016, -0.0004
Si, -0.0002, -0.0022, 0.0016
Si, -0.0021, -0.0034, -0.002
Si, 0.0007, -0.0018, 0.0016
Si, -0.0009, 0.0021, 0.001
Si, 0.0077, 0.0001, -0.0015
Si, -0.0013, 0.0004, 0.002
Si, 0.0026, -0.0005, 0.0028
Si, -0.0011, 0.0007, 0.0013
Si, 0.0026, -0.0013, -0.0085
Si, 0.0192, -0.0124, 0.03
Si, -0.0007, 0.0012, -0.0037
Si, 0.0024, 0.0004, -0.0044
Si, -0.0008, 0.0001, -0.0049
Si, -0.0009, 0.0001, -0.0069
Si, -0.0041, 0.0008, -0.0083
Si, -0.0006, 0.0007, -0.0062
Si, 0.0368, 0.013, 0.0913
Si, 0.0169, 0.0035, 0.1319
Si, 0.0109, 0.0074, 0.1008
Si, -0.013, -0.0044, 0.0984
Si, 0.0262, 0.0056, 0.1561
Si, -0.0261, -0.0225, 0.1268
Si, -0.0104, 0.0003, 0.1247
Si, -0.0144, -0.0145, 0.1053
Si, 0.0581, -0.0343, 0.2802
Si, 0.0159, -0.0098, 0.2388
Si, 0.0235, 0.0062, 0.2586
Si, -0.0004, 0.0152, 0.2552
Si, -0.0021, 0.0387, 0.2616
Si, 0.0114, 0.0018, 0.2534
Si, -0.0636, 0.0028, 0.2701
Si, 0.0196, -0.0046, 0.231
Si, -0.0361, -0.0044, 0.2509
Si, 0.0174, -0.0012, 0.2378
Si, 0.0283, 0.0115, 0.2878
Si, 0.0211, 0.0045, 0.2726
Si, -0.0259, 0.0163, 0.2749
Si, 0.023, -0.0003, 0.2252
Si, 0.008, 0.0417, 0.2606
Si, 0.0229, -0.0237, 0.2313
Si, 0.0213, -0.0116, 0.2876
Si, 0.0375, -0.0252, 0.2857
Si, -0.0186, -0.0032, 0.3172
Si, -0.021, -0.0013, 0.2821
Si, 0.0425, -0.0014, 0.258
Si, -0.0366, 0.0035, 0.2817
Si, -0.0385, 0.0153, 0.2578
Si, -0.0319, 0.0048, 0.25
O, 0.0084, -0.0005, -0.0815
O, -0.0524, -0.0561, -0.1852
O, -0.0231, 0.0282, -0.065
O, -0.0024, 0.0587, -0.198
O, -0.0292, -0.0137, -0.1012
O, -0.0486, 0.0182, -0.1007
O, -0.0108, 0.0145, -0.0487
O, -0.033, 0.0141, -0.1156
O, -0.0063, 0.0009, -0.0841
O, -0.0335, -0.0526, -0.2323
O, -0.0121, -0.0004, -0.0971
O, 0.0409, 0.0214, -0.1822
O, 0.0498, -0.0411, -0.1125
O, -0.0438, -0.0403, -0.1182
O, -0.001, 0.0591, -0.1925
O, -0.0608, -0.007, -0.114
O, -0.0171, 0.0557, -0.1733
O, 0.0466, -0.0584, -0.2006
O, -0.0035, -0.0012, -0.0429
O, 0.0033, 0.0018, -0.0805
O, -0.0168, -0.0173, -0.0602
O, -0.0412, 0.0456, -0.1534
O, -0.0237, -0.0402, -0.1026
O, 0.0075, -0.0111, -0.2031
O, -0.0043, 0.0326, -0.1014
O, 0.0459, 0.0563, -0.1292
O, 0.0612, 0.0229, -0.1795
O, 0.0068, -0.0405, -0.102
O, -0.0419, -0.0429, -0.1303
O, 0.0019, 0.0012, -0.0564
O, -0.0109, 0.0002, -0.0762
O, -0.0271, -0.0086, -0.1918
O, -0.0031, -0.0007, -0.0683
O, -0.0062, 0.0069, -0.0847
O, -0.0297, -0.062, -0.2012
O, 0.0477, -0.0554, -0.1352
O, 0.041, -0.0557, -0.1304
O, -0.0973, -0.0285, -0.1802
O, -0.021, 0.0257, -0.0881
O, -0.0047, 0.0035, -0.0922
O, -0.0028, 0.0005, -0.0858
O, 0.0272, -0.0154, -0.1594
O, 0.0801, -0.041, -0.1237
O, 0.0387, 0.0375, -0.0766
O, -0.0457, 0.0267, -0.1049
O, 0.0389, -0.033, -0.1521
O, -0.022, 0.0725, -0.1453
O, 0.0173, -0.0343, -0.1
O, -0.0274, -0.0214, -0.1907
O, 0.0422, 0.0009, -0.2213
O, -0.0324, 0.0299, -0.1117
O, -0.0363, 0.0054, -0.1649
O, 0.0402, -0.0402, -0.1811
O, 0.0275, 0.041, -0.1157
O, 0.0064, 0.0049, -0.0526
O, 0.0396, -0.0328, -0.1095
O, -0.0295, 0.0101, -0.0894
O, 0.0198, 0.0029, -0.0903
O, 0.0316, 0.017, -0.1193
O, -0.0306, 0.0524, -0.132
O, 0.064, 0.0147, -0.1511
O, 0.0495, 0.047, -0.1319
O, 0.0123, -0.0104, -0.0457
O, 0.0102, 0.0005, -0.0845

The program warned: the cutoff lies below the one the program advises for these potential files; the forces do not sum to zero within the program's tolerance; empty levels may hold ghost states of the PAW files; the exchange-correlation potential is rough where the density is thin.
